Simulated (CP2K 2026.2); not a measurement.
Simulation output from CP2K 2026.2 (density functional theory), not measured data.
Periodic cell of 654 atoms, Si398O256, from a study of silicon, its oxide and their interface. The atomic structure is a simulated model.
Doubt: the forces sum to 2.96 eV/angstrom along one axis rather than to zero, so they err by at least 0.0045 eV/angstrom per atom on average; the grid cutoff is modest.

Settings: functional PBE; method Gaussian and plane waves; basis set DZVP-MOLOPT-SR-GTH; pseudopotentials GTH-PBE; grid cutoff 350 Ry, relative cutoff 50 Ry; k points Gamma only; occupations fixed; spin none; net charge 0.

Cell vectors (angstrom)
a	16.4025	0	0
b	0	16.4025	0
c	0	0	42.6112

Atoms: element, x, y, z (angstrom)
Si	0.232	16.152	42.546
Si	2.983	2.3	0.317
Si	16.214	5.726	0.135
Si	2.906	8.294	42.576
Si	15.9	11.267	0.035
Si	2.392	13.874	0.028
Si	5.208	0.168	0.198
Si	7.917	2.907	42.406
Si	5.45	4.97	42.608
Si	7.732	8.349	0.031
Si	5.675	10.723	0.15
Si	8.337	13.375	0.352
Si	10.776	0.222	0.048
Si	13.627	2.903	42.437
Si	11.27	5.124	42.438
Si	13.943	7.869	0.111
Si	10.639	11.227	0.221
Si	13.722	13.563	42.592
Si	1.35	1.162	1.508
Si	4.079	3.946	1.572
Si	1.589	6.793	1.297
Si	4.069	9.611	1.481
Si	1.238	12.291	1.343
Si	4.012	14.955	1.432
Si	6.861	1.349	1.363
Si	9.557	4.045	1.168
Si	6.597	6.76	1.332
Si	9.487	9.449	1.295
Si	6.807	12.196	1.626
Si	9.468	15.168	1.441
Si	12.448	1.334	1.274
Si	15.106	3.975	1.325
Si	12.22	6.75	1.284
Si	14.904	9.658	1.422
Si	12.213	12.403	1.483
Si	14.987	15.073	1.316
Si	0.024	2.642	2.753
Si	2.713	16.284	2.892
Si	0.058	8.214	2.631
Si	2.743	5.41	2.809
Si	16.312	13.663	2.751
Si	2.66	10.974	2.758
Si	5.521	2.65	2.838
Si	8.132	0.027	2.826
Si	5.369	8.143	2.803
Si	8.174	5.452	2.627
Si	5.398	13.628	2.819
Si	8.22	10.804	2.838
Si	10.952	2.694	2.63
Si	13.706	0.021	2.75
Si	10.868	8.13	2.665
Si	13.677	5.414	2.651
Si	10.886	13.794	2.798
Si	13.541	10.953	2.818
Si	1.343	4.054	4.121
Si	4.105	1.306	4.195
Si	1.34	9.575	4.131
Si	4.056	6.784	4.198
Si	1.295	14.953	4.207
Si	4.036	12.281	4.174
Si	6.88	4.093	4.126
Si	9.576	1.385	4.1
Si	6.801	9.47	4.177
Si	9.532	6.784	4.059
Si	6.778	15.022	4.153
Si	9.569	12.296	4.135
Si	12.277	4.069	4.077
Si	15.036	1.356	4.15
Si	12.213	9.501	4.092
Si	15.059	6.831	4.046
Si	12.318	15.09	4.147
Si	14.972	12.289	4.152
Si	16.395	0.008	10.983
Si	2.723	2.733	10.98
Si	16.395	5.455	10.972
Si	2.736	8.178	10.95
Si	0.001	10.923	10.969
Si	2.739	13.668	10.977
Si	5.47	16.399	10.982
Si	8.205	2.725	10.978
Si	5.468	5.461	10.969
Si	8.223	8.194	10.96
Si	5.482	10.925	10.954
Si	8.219	13.663	10.962
Si	10.947	0.007	10.964
Si	13.677	2.739	10.966
Si	10.946	5.466	10.976
Si	13.678	8.194	10.976
Si	10.949	10.929	10.97
Si	13.663	13.668	10.967
Si	1.354	1.376	12.363
Si	4.09	4.108	12.342
Si	1.375	6.821	12.325
Si	4.116	9.548	12.297
Si	1.374	12.294	12.329
Si	4.101	15.038	12.354
Si	6.835	1.368	12.351
Si	9.577	4.095	12.337
Si	6.856	6.826	12.321
Si	9.592	9.553	12.336
Si	6.849	12.296	12.319
Si	9.595	15.034	12.323
Si	12.314	1.378	12.328
Si	15.035	4.089	12.351
Si	12.315	6.829	12.345
Si	15.055	9.554	12.347
Si	12.316	12.302	12.345
Si	15.018	15.045	12.339
Si	16.386	2.735	13.751
Si	2.728	0.01	13.724
Si	0.047	8.198	13.706
Si	2.723	5.468	13.719
Si	16.399	13.67	13.679
Si	2.767	10.915	13.663
Si	5.467	2.757	13.707
Si	8.228	16.394	13.686
Si	5.492	8.204	13.669
Si	8.215	5.466	13.703
Si	5.493	13.665	13.694
Si	8.232	10.943	13.679
Si	10.96	2.743	13.698
Si	13.669	0.03	13.714
Si	10.954	8.188	13.722
Si	13.681	5.466	13.714
Si	10.979	13.704	13.711
Si	13.69	10.929	13.705
Si	1.343	4.124	15.118
Si	4.089	1.407	15.082
Si	1.44	9.563	15.066
Si	4.122	6.855	15.035
Si	1.324	15.043	15.065
Si	4.132	12.268	15.031
Si	6.838	4.123	15.077
Si	9.602	1.36	15.037
Si	6.872	9.563	15.028
Si	9.592	6.802	15.095
Si	6.884	15.022	15.059
Si	9.599	12.325	15.036
Si	12.287	4.129	15.085
Si	15.01	1.373	15.134
Si	12.336	9.555	15.08
Si	15.094	6.811	15.051
Si	12.328	15.085	15.112
Si	15.072	12.294	15.064
Si	16.361	16.373	16.511
Si	2.684	2.745	16.483
Si	0.023	5.524	16.525
Si	2.867	8.261	16.455
Si	0.057	10.911	16.42
Si	2.674	13.584	16.334
Si	5.53	0.042	16.36
Si	8.256	2.739	16.379
Si	5.45	5.512	16.428
Si	8.203	8.18	16.413
Si	5.575	10.969	16.405
Si	8.27	13.67	16.457
Si	10.927	0.051	16.492
Si	13.653	2.814	16.477
Si	10.928	5.44	16.524
Si	13.742	8.157	16.394
Si	10.959	10.966	16.391
Si	13.757	13.717	16.429
Si	1.279	1.385	17.866
Si	4.074	4.157	17.787
Si	1.481	6.93	17.847
Si	4.311	9.621	17.836
Si	1.41	12.238	17.851
Si	4.087	15.001	17.512
Si	6.938	1.386	17.759
Si	9.487	4.062	17.899
Si	6.801	6.878	17.822
Si	9.596	9.566	17.735
Si	6.948	12.271	17.827
Si	9.594	15.041	17.881
Si	12.226	1.53	17.853
Si	14.989	4.179	17.908
Si	12.402	6.825	17.793
Si	15.126	9.496	17.74
Si	12.347	12.366	17.709
Si	15.077	14.965	17.958
Si	16.35	2.851	19.314
Si	2.666	16.187	18.913
Si	0.198	8.374	19.252
Si	2.855	5.59	19.272
Si	0.035	13.404	19.434
Si	2.963	10.976	19.177
Si	5.458	2.72	18.966
Si	8.256	0.062	19.283
Si	5.668	8.319	19.346
Si	8.004	5.423	19.182
Si	5.503	13.791	18.863
Si	8.341	10.857	19.262
Si	10.854	2.832	19.457
Si	13.629	0.139	19.055
Si	10.974	8.168	19.022
Si	13.646	5.562	19.366
Si	11.101	13.714	19.199
Si	13.619	10.82	18.886
Si	1.223	4.465	20.6
Si	4.234	1.053	20.007
Si	1.84	9.582	20.723
Si	4.003	7.265	20.646
Si	1.808	14.652	20.543
Si	4.213	12.633	20.378
Si	6.418	4.117	20.576
Si	9.767	1.104	20.888
Si	7.566	9.109	20.826
Si	9.6	6.746	20.229
Si	6.427	15.376	20.326
Si	10.023	12.024	20.416
Si	11.853	4.631	20.798
Si	14.797	1.481	20.576
Si	12.131	9.739	20.395
Si	15.452	6.717	20.501
Si	12.203	15.457	20.531
Si	14.948	11.607	20.586
Si	0.479	0.196	22.526
Si	7.528	9.907	26.705
Si	15.856	12.879	24.546
Si	7.807	2.47	22.778
Si	6.189	13.335	22.555
Si	7.662	4.976	24.609
Si	8.334	9.682	23.8
Si	4.09	13.109	24.674
Si	11.389	14.241	24.38
Si	9.805	7.334	24.972
Si	13.119	2.906	22.979
Si	14.948	8.351	25.281
Si	12.422	6.84	26.135
Si	9.02	12.587	23.316
Si	0.287	1.509	27.146
Si	16.178	10.354	30.942
Si	5.064	5.644	22.939
Si	2.915	0.826	28.182
Si	3.485	15.946	25.523
Si	5.022	1.798	24.176
Si	1.907	11.019	23.658
Si	14.449	9.022	22.251
Si	0.161	12.425	28.817
Si	10.616	8.394	27.718
Si	13.036	4.189	27.691
Si	6.769	4.715	33.195
Si	1.105	15.028	29.614
Si	0.933	7.213	26.679
Si	4.69	11.989	30.064
Si	4.83	11.282	27.094
Si	4.796	9.049	30.93
Si	12.382	0.839	25.022
Si	7.602	12.938	29.787
Si	9.706	11.27	28.004
Si	12.251	1.331	28.137
Si	5.515	1.938	28.974
Si	7.302	8.334	29.37
Si	3.511	6.023	25.556
Si	16.31	7.371	29.673
Si	11.487	13.76	27.336
Si	14.924	11.116	26.781
Si	7.972	3.787	35.843
Si	7.481	0.813	34.962
Si	2.648	9.876	35.508
Si	3.018	8.993	25.89
Si	0.46	15.691	25.244
Si	2.41	7.063	31.413
Si	13.607	12.711	28.862
Si	9.256	9.307	31.601
Si	8.235	5.667	30.767
Si	7.152	15.835	29.298
Si	5.594	3.91	26.523
Si	15.112	0.679	29.52
Si	10.794	7.077	30.391
Si	14.659	2.611	25.407
Si	13.633	13.623	22.474
Si	1.865	1.17	35.497
Si	3.592	4.879	32.971
Si	6.842	8.655	33.383
Si	2.88	10.443	38.615
Si	2.563	2.458	22.349
Si	7.674	11.734	37.011
Si	6.761	7.276	36.048
Si	1.435	2.866	33.167
Si	5.785	10.055	35.627
Si	10.143	15.819	28.937
Si	10.856	11.751	32.798
Si	13.655	5.741	30.328
Si	1.947	6.972	34.369
Si	10.923	5.087	39.489
Si	1.09	11.601	33.315
Si	15.368	7.034	40.213
Si	2.963	0.506	38.083
Si	7.975	0.21	32.018
Si	4.22	12.478	40.464
Si	9.6	5.906	36.781
Si	7.523	2.839	31.093
Si	9.481	9.604	38.281
Si	13.576	11.982	31.634
Si	16.152	5.005	34.293
Si	14.52	2.671	34.855
Si	14.582	14.344	36.468
Si	2.79	13.657	31.83
Si	13.466	4.988	33.3
Si	15.294	14.006	33.39
Si	1.037	15.18	36.611
Si	15.733	0.756	32.546
Si	2.014	2.737	40.019
Si	4.443	7.952	39.836
Si	4.001	5.018	39.707
Si	10.225	12.655	35.626
Si	13.977	0.925	37.511
Si	3.168	15.105	34.588
Si	9.669	14.278	31.528
Si	12.335	6.68	35.422
Si	9.879	2.185	40.33
Si	5.373	15.78	36.557
Si	0.722	9.52	40.557
Si	6.414	14.645	40.696
Si	9.751	15.408	36.227
Si	6.403	5.142	38.011
Si	11.702	14.482	40.456
Si	7.551	7.485	39.731
Si	12.675	11.903	37.44
Si	7.639	14.341	38.119
Si	11.201	11.586	39.995
Si	15.566	1.671	40.16
Si	13.387	6.431	38.08
Si	12.322	9.018	36.919
Si	11.272	0.322	38.356
O	1.331	15.014	42.019
O	16.108	0.472	41.147
O	4.129	1.306	42.249
O	16.119	5.844	41.073
O	15.093	6.82	0.676
O	2.182	2.889	41.621
O	1.701	9.112	41.796
O	4.053	7.954	41.427
O	16.021	10.52	41.184
O	14.923	12.516	42.196
O	6.487	14.728	37.054
O	2.97	13.122	41.285
O	5.774	15.962	41.38
O	5.259	13.672	40.096
O	8.345	2.534	40.813
O	6.686	3.986	42.158
O	4.462	5.087	41.274
O	8.075	7.465	41.275
O	8.706	8.335	38.943
O	6.802	9.653	42.158
O	4.97	11.374	41.412
O	9.385	12.233	42.347
O	7.361	13.847	41.735
O	10.47	1.589	41.749
O	10.045	1.023	39.184
O	14.379	2.44	41.011
O	12.511	4.068	42.025
O	10.739	9.206	37.319
O	10.64	3.49	39.71
O	14.115	7.717	41.056
O	12.908	8.011	38.084
O	11.528	10.916	41.446
O	12.535	11.606	39.044
O	13.158	14.052	41.094
O	3.849	5.433	24.044
O	0.104	5.581	21.138
O	3.185	1.832	20.995
O	1.756	10.478	22.13
O	3.475	14.333	25.527
O	4.752	7.001	22.112
O	2.781	8.281	21.107
O	1.417	15.37	21.991
O	3.065	13.657	21.035
O	5.388	12.286	21.554
O	5.271	4.507	21.755
O	10.656	5.786	21.149
O	10.969	16.369	21.219
O	6.436	1.749	23.345
O	9.259	11.047	23.84
O	7.433	9.651	22.418
O	8.636	7.839	21.054
O	2.329	9.748	24.61
O	6.836	14.569	21.712
O	5.284	0.077	20.88
O	9.825	13.776	24.15
O	9.422	12.768	21.756
O	9.376	8.411	23.832
O	9.028	1.435	22.379
O	13.728	2.119	21.676
O	15.793	0.434	21.356
O	12.889	9.188	21.771
O	11.042	10.836	21
O	15.305	10.236	21.506
O	12.268	5.402	26.904
O	13.356	15.016	21.659
O	13.763	12.404	21.424
O	0.275	14.065	25.341
O	16.092	16.199	23.903
O	14.034	3.521	26.599
O	3.962	9.973	26.732
O	3.03	12.186	23.854
O	0.487	11.722	24.056
O	14.879	9.541	26.402
O	7.538	3.169	21.332
O	3.769	2.516	23.429
O	8.874	6.008	24.875
O	13.706	11.424	27.832
O	6.503	5.716	23.721
O	7.017	4.568	26.055
O	7.333	9.514	25.12
O	13.894	7.134	25.543
O	5.092	13.835	23.639
O	7.404	12.744	23.451
O	11.771	15.852	24.378
O	14.944	7.523	21.848
O	11.852	0.967	26.566
O	14.665	9.094	23.863
O	12.338	4.185	22.336
O	12.132	8.078	27.18
O	8.359	8.649	32.799
O	11.905	13.678	25.793
O	12.056	2.018	23.903
O	9.801	10.788	32.008
O	14.378	3.344	23.964
O	16.377	7.567	25.397
O	0.454	10.376	32.428
O	15.02	6.62	30.319
O	4.852	12.229	25.789
O	6.361	10.849	27.31
O	5.214	2.705	25.507
O	3.763	0.041	27.04
O	1.974	16.274	25.025
O	7.234	3.274	32.627
O	8.239	3.633	23.858
O	4.59	0.265	24.562
O	8.857	10.86	26.682
O	10.876	12.326	27.73
O	11.365	6.852	24.877
O	16.374	11.515	27.467
O	4.45	5.1	26.556
O	0.607	11.445	30.035
O	0.031	7.043	28.045
O	3.901	1.74	29.085
O	1.95	3.929	21.998
O	3.866	7.639	25.471
O	1.952	5.99	26.158
O	10.658	13.312	32.361
O	8.27	9.302	30.286
O	16.19	8.95	30.11
O	9.666	8.09	26.416
O	8.544	1.574	31.278
O	15.003	13.606	23.359
O	5.809	3.189	27.959
O	4.272	11.958	28.469
O	4.322	10.607	30.844
O	3.411	8.219	30.889
O	2.644	1.566	36.873
O	12.114	2.961	28.24
O	7.586	6.756	29.731
O	7.078	14.239	28.896
O	5.73	8.673	29.644
O	10.586	8.406	31.313
O	7.571	8.66	27.787
O	8.627	16.362	28.864
O	6.119	2.372	30.41
O	7.455	5.832	32.21
O	6.135	0.47	28.547
O	12.866	13.983	28.17
O	10.249	7.322	28.872
O	16.391	16.351	26.669
O	16.214	2.449	25.882
O	8.667	11.955	29.042
O	10.473	9.871	28.397
O	13.769	4.803	29
O	14.008	1.091	25.264
O	15.136	13.109	29.219
O	3.956	13.277	30.75
O	14.767	12.116	25.498
O	0.645	6.181	34.982
O	2.947	3.369	32.796
O	9.214	15.604	32.375
O	5.174	4.763	33.151
O	1.684	10.87	34.65
O	4.23	10.069	35.155
O	1.865	1.805	27.398
O	1.867	8.524	26.946
O	6.301	12.089	30.203
O	2.158	16.15	29.112
O	9.449	4.417	36.113
O	12.368	6.735	30.287
O	8.328	13.437	31.151
O	10.446	14.979	27.566
O	6.178	8.736	36.541
O	16.008	15.695	29.575
O	14.639	10.824	31.207
O	8.624	12.468	35.905
O	11.093	0.71	29.073
O	9.842	5.895	30.984
O	1.461	2.526	34.767
O	1.322	1.54	22.836
O	16.146	14.281	37.001
O	13.75	13.082	37.102
O	1.277	6.776	30.299
O	5.66	8.657	32.266
O	12.262	13.399	23.306
O	10.85	6.565	36.038
O	2.304	12.247	32.459
O	1.171	13.693	28.64
O	1.595	14.517	31.097
O	15.611	3.824	35.3
O	3.36	14.532	33.092
O	0.505	4.216	33.05
O	12.428	5.406	38.923
O	2.277	8.281	35.304
O	6.698	10.019	34.274
O	3.687	11.791	39.07
O	2.491	10.379	37.049
O	10.456	14.248	35.319
O	6.176	11.417	36.442
O	6.95	15.935	30.928
O	4.476	16.321	37.83
O	6.117	0.642	35.842
O	5.848	6.175	36.849
O	9.907	5.725	38.378
O	7.254	4.75	34.744
O	0.412	2.656	39.745
O	13.654	0.687	28.739
O	6.63	7.372	34.407
O	12.816	12.4	30.243
O	12.416	11.337	32.574
O	10.413	14.783	30.166
O	14.956	1.061	31.115
O	13.352	3.52	34.046
O	3.097	5.792	34.261
O	14.868	5.752	33.644
O	3.256	5.686	31.598
O	1.711	7.5	32.834
O	8.312	6.892	36.486
O	0.068	12.865	33.627
O	15.773	15.517	32.855
O	13.398	5.976	36.49
O	15.953	1.756	28.586
O	8.611	16.133	35.364
O	7.166	0.565	33.388
O	7.386	15.147	39.495
O	2.768	1.366	39.456
O	10.846	0.056	36.8
O	8.087	4.119	30.245
O	13.418	4.837	31.677
O	7.195	3.915	37.278
O	3.805	6.57	39.222
O	10.792	13.164	40.15
O	14.556	14.24	34.84
O	10.608	11.674	34.403
O	9.109	14.757	37.581
O	2.834	0.304	34.503
O	12.557	1.31	38.232
O	12.575	8.307	35.455
O	15.078	1.09	38.708
O	0.056	8.203	39.872
O	13.104	10.453	36.808
O	1.971	14.401	35.495
O	1.482	10.382	39.421
O	14.113	1.941	36.247
O	15.005	1.505	33.808
O	1.924	15.619	37.94
O	0.812	1.534	32.407
O	7.571	12.716	38.312
O	12.34	5.999	33.946
O	4.536	14.936	35.446
O	5.184	4.389	38.775
O	8.087	2.275	35.319
O	6.05	8.14	39.673
O	3.775	9.147	38.987
O	2.677	4.108	39.406
O	8.364	10.324	37.365
O	9.993	10.673	39.396
O	7.312	5.979	39.102
O	11.8	15.356	39.084
O	0.579	0.209	35.905
O	13.97	15.778	36.966
O	14.844	6.391	38.802
O	14.253	13.307	32.334
O	10.743	5.76	40.976
O	11.009	15.4	41.589
O	11.173	12.286	36.904
Si	16.373	16.384	5.536
Si	2.72	2.709	5.507
Si	16.385	5.452	5.467
Si	2.7	8.198	5.517
Si	16.366	10.923	5.502
Si	2.694	13.627	5.564
Si	5.458	16.368	5.565
Si	8.23	2.734	5.504
Si	5.478	5.429	5.51
Si	8.202	8.129	5.506
Si	5.442	10.9	5.506
Si	8.178	13.652	5.494
Si	10.929	0.027	5.505
Si	13.645	2.727	5.484
Si	10.917	5.445	5.451
Si	13.655	8.172	5.435
Si	10.919	10.907	5.493
Si	13.642	13.679	5.518
Si	1.357	1.349	6.881
Si	4.098	4.072	6.87
Si	1.34	6.812	6.86
Si	4.084	9.546	6.887
Si	1.328	12.263	6.905
Si	4.076	15.006	6.91
Si	6.849	1.362	6.874
Si	9.581	4.099	6.869
Si	6.834	6.794	6.884
Si	9.559	9.533	6.854
Si	6.82	12.277	6.867
Si	9.558	15.032	6.852
Si	12.296	1.373	6.878
Si	15.016	4.094	6.845
Si	12.297	6.81	6.819
Si	15.002	9.538	6.844
Si	12.286	12.283	6.863
Si	15.012	15.024	6.897
Si	16.389	2.733	8.224
Si	2.72	16.393	8.26
Si	16.378	8.183	8.224
Si	2.725	5.45	8.222
Si	16.385	13.657	8.259
Si	2.721	10.912	8.254
Si	5.469	2.717	8.244
Si	8.208	16.396	8.24
Si	5.47	8.179	8.234
Si	8.21	5.446	8.248
Si	5.467	13.648	8.25
Si	8.203	10.911	8.223
Si	10.939	2.739	8.244
Si	13.657	0.003	8.246
Si	10.948	8.181	8.214
Si	13.658	5.462	8.217
Si	10.926	13.66	8.224
Si	13.66	10.918	8.226
Si	1.357	4.091	9.598
Si	4.096	1.359	9.617
Si	1.35	9.541	9.6
Si	4.099	6.812	9.589
Si	1.354	15.029	9.624
Si	4.095	12.288	9.61
Si	6.836	4.085	9.612
Si	9.572	1.366	9.604
Si	6.843	9.55	9.594
Si	9.585	6.823	9.595
Si	6.837	15.029	9.607
Si	9.571	12.284	9.592
Si	12.307	4.103	9.604
Si	15.034	1.368	9.602
Si	12.305	9.551	9.598
Si	15.024	6.818	9.599
Si	12.292	15.028	9.596
Si	15.021	12.283	9.61

Results
total energy: -154807.522 eV
total energy less fixed offsets of O -438.35, Si -107.03 eV per atom: 8.018 eV

Forces (eV/angstrom) on atoms 68 to 351 of the 654, counted in the order above; the others are left out for length: element, x, y, z
Si	0.012	0.004	0.042
Si	0.032	0.064	0.051
Si	-0.032	-0.119	-0.309
Si	-0.116	-0.069	0.008
Si	0.031	0.067	-0.081
Si	-0.005	-0.009	0.017
Si	0.004	0.001	0.002
Si	0.019	0.015	0.003
Si	0.02	-0.016	-0.002
Si	-0.009	-0.006	0.005
Si	0.001	-0.02	0
Si	-0.016	0.008	-0.008
Si	-0.004	-0.005	0.002
Si	-0.02	0.008	0.005
Si	-0.008	0	0.006
Si	-0.02	-0.003	0.001
Si	-0.004	-0.014	-0.008
Si	-0.018	-0.013	0.002
Si	0.022	-0.008	-0.009
Si	0.008	-0.002	0.008
Si	-0.018	-0.011	-0.009
Si	-0.006	-0.018	0
Si	-0.015	0.002	-0.002
Si	0.014	0.002	0.005
Si	0.048	0.002	-0.009
Si	0.004	0.01	0
Si	-0.037	-0.008	-0.009
Si	0.038	0.045	0.009
Si	0.015	0.008	0.002
Si	-0.015	-0.029	0.009
Si	-0.019	0.009	0.003
Si	0.012	0.026	-0.001
Si	-0.004	0.028	0.002
Si	-0.008	-0.02	-0.002
Si	0.004	0.035	-0.003
Si	0.007	-0.004	-0.011
Si	-0.063	-0.055	0.003
Si	0.022	0.025	0.005
Si	0.023	0.045	0.001
Si	0.028	0.027	-0.01
Si	0.011	-0.033	-0.006
Si	0.057	0.036	0.027
Si	0.011	-0.029	0.03
Si	0.006	-0.038	-0.003
Si	-0.012	0.021	0.02
Si	-0.028	0.014	-0.018
Si	0.053	-0.03	-0.014
Si	-0.084	-0.009	0.012
Si	0.017	-0.014	-0.012
Si	-0.013	-0.001	-0.027
Si	0.015	-0.017	0.005
Si	-0.032	0.04	0.031
Si	-0.005	0.001	-0.007
Si	0.021	-0.025	-0.027
Si	-0.017	0.018	0.025
Si	-0.006	-0.025	0.029
Si	-0.002	0.027	-0.037
Si	-0.036	-0.046	0.027
Si	-0.024	-0.029	0.027
Si	-0.034	-0.055	0.009
Si	0.066	0.088	-0.025
Si	0.047	0.034	0.037
Si	-0.003	0.04	0.019
Si	0.009	-0.024	0.025
Si	-0.077	-0.04	-0.019
Si	0.02	0.031	0.05
Si	-0.027	-0.025	0.03
Si	0.029	-0.017	0.048
Si	-0.028	0.023	0.026
Si	-0.011	-0.043	0.012
Si	0.02	0.007	0.002
Si	0.03	-0.04	0.027
Si	-0.118	-0.062	0.061
Si	0.066	0.061	-0.016
Si	-0.027	-0.01	-0.028
Si	0.02	0.049	0.046
Si	0.079	0.073	0.06
Si	0.088	0.052	-0.028
Si	0.011	0.025	-0.005
Si	-0.026	0.045	0.142
Si	-0.07	-0.145	0.147
Si	0.009	0.07	0.001
Si	0.111	0.037	-0.023
Si	-0.085	0.024	0.048
Si	-0.031	-0.023	0.039
Si	0.041	-0.028	-0.003
Si	0.023	0.133	0.046
Si	-0.037	-0.006	0.005
Si	0.068	-0.008	0.03
Si	0.009	0.039	0.093
Si	0.018	-0.004	0.007
Si	0.018	0.035	0.074
Si	0.039	-0.047	-0.061
Si	-0.065	-0.02	0.065
Si	-0.049	-0.113	-0.054
Si	-0.101	0.079	0.099
Si	-0.203	0.091	-0.081
Si	0.148	0.13	-0.038
Si	0.03	-0.124	0.025
Si	0.052	0.061	0.105
Si	-0.154	-0.025	-0.284
Si	0.247	-0.079	-0.06
Si	-0.03	-0.145	0.09
Si	-0.06	0.054	-0.051
Si	-0.005	0.042	-0.133
Si	0.139	-0.14	0.055
Si	0.023	-0.02	0.077
Si	-0.167	0.159	-0.049
Si	-0.028	-0.016	-0.008
Si	0.042	-0.029	-0.096
Si	0.027	-0.169	-0.019
Si	-0.012	0.152	-0.09
Si	0.018	-0.128	0.223
Si	0.048	-0.132	0.264
Si	0.033	-0.079	0.082
Si	0.05	-0.215	0.225
Si	-0.122	0.014	0.29
Si	0.072	-0.024	0.303
Si	-0.087	0.163	0.445
Si	-0.136	0.067	0.125
Si	-0.111	-0.02	0.271
Si	0.054	-0.034	0.305
Si	-0.158	-0.187	0.139
Si	-0.026	0.084	0.256
Si	-0.031	-0.086	0.217
Si	0.024	-0.128	0.346
Si	0.018	-0.008	0.22
Si	0.102	0.268	0.22
Si	0.138	-0.013	0.23
Si	0.045	0.233	0.326
Si	0.012	-0.229	0.333
Si	-0.078	0.102	-0.167
Si	-0.035	-0.144	0.472
Si	0.17	0.096	-0.472
Si	0.035	0.002	-0.315
Si	0.016	-0.17	0.146
Si	0.164	0.062	0.02
Si	0.188	-0.337	-0.12
Si	-0.011	-0.108	-0.427
Si	-0.021	0.267	-0.014
Si	0.076	-0.037	0.332
Si	0.165	0.073	0.196
Si	-0.045	-0.003	0.109
Si	-0.172	0.209	-0.126
Si	0.313	0.126	-0.235
Si	-0.153	-0.215	-0.034
Si	0.052	-0.04	-0.082
Si	-0.179	-0.251	-0.393
Si	-0.248	0.383	-0.532
Si	-0.13	-0.241	0.061
Si	-0.132	-0.026	-0.26
Si	0.069	0.114	0.411
Si	-0.148	0.078	0.262
Si	-0.145	0.135	-0.008
Si	0.011	-0.032	0.254
Si	0.054	-0.14	0.039
Si	-0.092	0.078	0.141
Si	-0.155	0.085	0.097
Si	-0.024	-0.112	-0.105
Si	0.127	-0.004	0.079
Si	0.015	-0.14	0.205
Si	0.038	0.034	-0.125
Si	0.086	-0.018	0.242
Si	0.022	-0.001	-0.264
Si	0.024	-0.004	-0.079
Si	0.05	-0.017	0.464
Si	-0.011	0.077	-0.312
Si	0.067	-0.065	-0.14
Si	0.056	-0.19	0.263
Si	0.197	-0.078	0.41
Si	-0.197	0.004	-0.052
Si	-0.019	-0.02	-0.371
Si	0.162	0.015	-0.26
Si	-0.035	0.107	-0.299
Si	0.182	0.042	0.196
Si	0.072	0.02	-0.282
Si	0.18	-0.035	-0.051
Si	-0.103	-0.064	-0.26
Si	-0.101	-0.024	-0.218
Si	0.175	0.009	-0.003
Si	0.216	-0.206	0.01
Si	-0.008	0.008	-0.237
Si	-0.003	-0.054	-0.205
Si	0.206	0.094	-0.261
Si	-0.072	0.16	-0.307
Si	0.002	0.052	-0.12
Si	-0.076	0.123	0.239
Si	0.045	0.001	-0.368
Si	0.008	0.137	-0.189
Si	0.026	-0.004	-0.132
Si	0.019	-0.044	0.177
Si	-0.073	-0.004	0.358
Si	0.123	-0.026	0.298
Si	0.036	-0.036	-0.022
Si	0.148	-0.175	0.237
Si	0.027	-0.045	0.021
Si	0.025	-0.052	-0.27
Si	-0.051	-0.042	0.008
Si	-0.03	-0.006	0.027
Si	-0.176	-0.017	-0.137
Si	0.012	0.112	-0.15
Si	0.074	0.072	-0.26
Si	0.031	-0.027	-0.141
Si	0.085	-0.095	-0.006
Si	-0.094	0.099	0.14
Si	0.096	-0.005	0.355
Si	-0.072	0.054	0.13
Si	0.039	0.016	0.238
Si	0.045	-0.203	0.069
Si	0.299	-0.072	-0.099
Si	0.019	-0.031	0.148
Si	0.02	0	0.135
Si	0.004	-0.086	0.107
Si	0.005	0.129	0.218
Si	0.104	-0.099	-0.187
Si	-0.077	-0.039	0.201
Si	-0.036	-0.037	-0.133
Si	0.122	0.126	0.173
Si	0.112	0.189	-0.315
Si	0.015	0.021	0.13
Si	-0.02	-0.015	-0.291
Si	0.008	0.033	-0.048
Si	-0.006	-0.012	0.155
Si	0.043	-0.206	-0.035
Si	0.016	-0.015	-0.081
Si	-0.003	0.124	-0.059
Si	0.124	0.032	-0.09
Si	0.001	0.003	-0.023
Si	0.048	-0.04	0.133
Si	-0.083	-0.042	0.223
Si	0.092	0.073	0.243
Si	0.01	0.074	0.034
Si	-0.091	0.032	0.132
Si	0.031	0.018	0.2
Si	0.008	-0.03	0.353
Si	-0.02	0.029	0.158
Si	0.247	-0.15	-0.289
Si	-0.201	0.001	-0.27
Si	0.119	-0.015	-0.329
Si	-0.086	0.063	0.14
Si	-0.13	-0.068	0.058
Si	-0.013	0.007	0.244
Si	-0.02	-0.015	-0.003
Si	0.023	-0.076	0.084
Si	-0.161	-0.249	-0.267
Si	-0.182	0.061	0.253
Si	0.028	0.057	-0.302
Si	0.194	0.055	0.188
Si	0.005	0.045	0.185
Si	-0.27	-0.151	-0.005
Si	0.205	0.052	-0.13
Si	-0.113	0.005	-0.321
Si	-0.002	-0.021	-0.115
Si	0.015	0.013	-0.013
Si	0.049	-0.113	-0.314
Si	0.058	-0.034	0.078
Si	-0.13	0.135	-0.064
Si	-0.015	0.147	0.131
Si	0.064	0.153	-0.189
O	0.139	0.029	0.264
O	0.044	-0.076	0.102
O	-0.17	-0.15	0.591
O	0.208	-0.23	0.52
O	0.29	0.136	0.049
O	-0.023	0.343	0.331
O	0.161	0.272	0.28
O	-0.064	-0.092	0.512
O	0.144	-0.183	0.052
O	0.138	-0.139	0.041
O	0.056	-0.22	-0.178
O	0.061	0.146	0.059
O	0.186	0.135	0.023
O	0.037	0.007	0.052
O	0.059	0.205	0.337
O	-0.022	0.202	0.041
O	-0.05	0.128	0.297
O	0.157	-0.178	0.22
O	0.019	-0.092	0.24
O	0.158	-0.212	0.454
O	-0.23	-0.151	-0.038
O	0.364	-0.127	0.348
O	-0.235	-0.097	-0.253
O	0.257	-0.005	0.061
O	-0.061	0.116	0.015
